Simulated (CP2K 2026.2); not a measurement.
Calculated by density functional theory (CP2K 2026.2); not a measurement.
Periodic cell of 512 atoms, Si360O152, from a study of silicon, its oxide and their interface. The atomic structure is a simulated model.
Doubt: the forces sum to 3.20 eV/angstrom along one axis rather than to zero, so they err by at least 0.0062 eV/angstrom per atom on average; the grid cutoff is modest.

Settings: functional PBE; method Gaussian and plane waves; basis set DZVP-MOLOPT-SR-GTH; pseudopotentials GTH-PBE; grid cutoff 350 Ry, relative cutoff 50 Ry; k points Gamma only; occupations fixed; spin none; net charge 0.

Cell vectors (angstrom)
a	16.32	0	0
b	0	16.32	0
c	-6.2534	7.8889	34.6119

Atoms and the computed forces on them: element, x, y, z (angstrom), force x, y, z (eV/angstrom)
Si	8.823	22.199	34.18	-0.378	-0.303	0.455
Si	2.046	0.957	0.271	-0.061	-0.033	0.049
Si	14.36	4.685	0.268	-0.088	0.179	0.624
Si	0.795	7.317	0.239	-0.049	-0.005	-0.024
Si	15.452	9.037	0.162	-0.018	0.021	-0.058
Si	-4.985	20.272	34.523	0.148	-0.167	0.739
Si	3.677	15.505	0.092	0.115	0.004	-0.007
Si	6.432	1.905	0.15	-0.003	-0.009	-0.074
Si	-5.027	14.333	32.772	-0.214	0.166	0.554
Si	6.606	6.975	0.171	0.116	-0.102	0.73
Si	4.298	9.082	0.221	-0.084	0.109	0.773
Si	7.089	11.502	0.126	0.245	0.141	0.564
Si	3.637	22.275	34.558	0.222	-0.01	0.635
Si	5.468	9.887	34.49	-0.047	0.042	0
Si	9.947	3.791	0.088	0.236	-0.269	0.434
Si	12.708	6.404	0.373	0.017	0.004	-0.007
Si	8.91	9.992	0.176	0.024	0.111	0.603
Si	11.645	12.674	0.027	0.043	0.002	-0.032
Si	0.132	16.427	1.315	0.313	0.241	0.448
Si	2.91	2.742	1.449	0.068	0.084	-0.02
Si	-0.113	5.535	1.461	-0.028	-0.031	-0.033
Si	2.651	8.06	1.493	0.046	-0.024	-0.026
Si	0.114	10.831	1.311	0.006	0.037	0.007
Si	2.708	13.678	1.267	-0.036	-0.039	-0.014
Si	5.431	16.443	1.358	-0.023	0.015	0.041
Si	8.23	2.775	1.371	0.014	-0.002	-0.01
Si	5.494	5.375	1.447	-0.009	0.037	-0.027
Si	8.123	8.192	1.45	0.006	0.004	-0.056
Si	5.393	10.736	1.505	0.003	0.009	-0.054
Si	8.094	13.458	1.199	-0.004	-0.04	-0.035
Si	10.858	16.34	1.066	0.039	0.005	-0.027
Si	13.443	2.814	1.341	0.012	-0.031	-0.097
Si	10.929	5.403	1.49	-0.006	0.013	-0.026
Si	13.718	8.154	1.521	0.017	0.007	0.015
Si	10.744	10.928	1.322	0.009	-0.077	-0.056
Si	13.537	13.518	1.179	0.027	-0.028	-0.031
Si	14.956	1.436	2.591	-0.005	-0.034	-0.049
Si	1.368	4.1	2.648	0.01	-0.003	0.005
Si	14.972	6.824	2.974	-0.032	-0.001	-0.08
Si	1.425	9.564	2.807	-0.021	0.013	-0.028
Si	14.917	12.171	2.589	0.058	0.005	0.005
Si	1.315	14.927	2.724	-0.004	0.068	-0.098
Si	4.149	1.379	2.885	0.013	-0.045	-0.047
Si	6.915	4.114	2.811	-0.014	-0.022	-0.007
Si	4.03	6.665	2.787	0.029	0.02	0.003
Si	6.762	9.45	2.897	0.035	0.013	0.004
Si	4.057	12.282	2.661	-0.038	-0.037	-0.024
Si	6.799	14.936	2.563	0.036	0.017	-0.035
Si	9.515	1.259	2.628	0.045	0.022	-0.026
Si	12.207	4.054	2.898	0.027	0.02	-0.008
Si	9.534	6.823	2.73	-0.05	-0.032	0.021
Si	12.206	9.565	2.637	0.001	0.029	-0.005
Si	9.435	12.247	2.753	-0.033	-0.048	-0.034
Si	12.301	15.055	2.523	-0.043	-0.011	-0.07
Si	13.627	16.355	3.974	0.003	0.014	0.03
Si	-0.004	2.742	4.01	-0.017	0.023	0.037
Si	13.58	5.43	4.217	-0.025	-0.012	0.03
Si	0.057	8.214	4.192	0.017	-0.021	-0.02
Si	13.579	10.88	4.029	0.02	-0.006	0.004
Si	-0.059	13.545	4.018	-0.033	-0.02	-0.004
Si	2.698	16.302	4.096	-0.016	0.009	-0.041
Si	5.531	2.743	4.165	-0.005	0.01	-0.004
Si	2.679	5.37	4.144	0.014	-0.018	0.028
Si	5.379	8.071	4.157	-0.008	0.011	-0.002
Si	2.751	10.943	4.114	0.029	0.024	0.03
Si	5.448	13.622	4.004	0.003	0.011	0.012
Si	8.153	16.256	4.004	-0.045	0.009	0.033
Si	10.825	2.625	4.099	-0.006	-0.004	-0.009
Si	8.213	5.484	4.155	0.005	0.007	0.023
Si	10.899	8.192	4.056	0.008	-0.004	0.021
Si	8.135	10.879	4.153	0.003	-0.018	0.028
Si	10.906	13.669	3.955	-0.014	0.017	-0.055
Si	14.942	14.962	5.366	-0.001	-0.004	-0.002
Si	1.329	1.363	5.411	-0.004	0.019	-0.009
Si	14.988	4.056	5.469	0.022	-0.01	-0.001
Si	1.384	6.796	5.501	0.009	-0.004	0.02
Si	14.937	9.553	5.456	-0.039	0.027	0.008
Si	1.327	12.255	5.435	-0.018	-0.012	-0.01
Si	4.085	14.945	5.418	0.008	-0.007	-0.005
Si	6.852	1.315	5.443	0.033	-0.01	0.018
Si	4.092	4.055	5.487	0.003	-0.001	0.006
Si	6.796	6.781	5.508	-0.003	-0.011	0.002
Si	4.074	9.527	5.466	0.012	-0.003	-0.003
Si	6.769	12.269	5.439	-0.003	0.002	0.008
Si	9.539	14.955	5.388	0	0.01	-0.003
Si	12.257	1.32	5.417	0.005	0.016	-0.001
Si	9.527	4.047	5.466	-0.002	-0.002	0.002
Si	12.21	6.83	5.482	-0.028	0.012	0.015
Si	9.535	9.523	5.455	-0.007	-0.011	-0.004
Si	12.234	12.285	5.361	0.004	-0.037	0.001
Si	-0.023	16.309	6.761	0	0.009	0.012
Si	2.707	2.691	6.804	0.012	-0.004	0.01
Si	0.007	5.43	6.83	-0.001	0.016	0.008
Si	2.73	8.17	6.841	0.004	-0.007	0.008
Si	-0.017	10.902	6.81	0.019	-0.011	0.015
Si	2.713	13.602	6.784	-0.011	0.009	0.002
Si	5.448	16.302	6.785	-0.007	0.015	-0.001
Si	8.17	2.694	6.822	0.004	-0.007	0.006
Si	5.435	5.423	6.853	-0.004	0.006	0.008
Si	8.168	8.168	6.823	-0.002	0.014	0.003
Si	5.439	10.889	6.811	-0.004	-0.005	0.006
Si	8.17	13.61	6.774	0.007	-0.007	0.003
Si	10.887	16.302	6.781	0.015	-0.003	0.011
Si	13.605	2.691	6.793	-0.004	0.004	0.009
Si	10.872	5.43	6.819	0.005	0.005	0.007
Si	13.592	8.181	6.817	0.008	-0.017	0.013
Si	10.9	10.913	6.769	-0.006	-0.004	-0.006
Si	13.591	13.616	6.755	-0.009	0.031	-0.002
Si	-1.356	17.681	13.615	0.003	0.019	-0.002
Si	1.349	4.084	13.591	0.009	-0.011	-0.009
Si	-1.348	6.826	13.608	-0.014	-0.004	0.002
Si	1.348	9.508	13.622	-0.003	0.006	-0.006
Si	-1.341	12.238	13.603	0.003	-0.02	-0.001
Si	1.359	14.951	13.63	-0.007	0.009	-0.001
Si	4.09	17.654	13.606	-0.009	0.012	-0.007
Si	6.786	4.05	13.601	0.004	0.03	-0.002
Si	4.04	6.798	13.591	0.004	0.004	-0.012
Si	6.791	9.531	13.578	-0.005	-0.003	-0.006
Si	4.063	12.236	13.6	0.01	-0.007	0.001
Si	6.797	14.962	13.591	0.023	-0.026	0.003
Si	9.522	17.689	13.587	-0.003	-0.008	0
Si	12.258	4.085	13.611	0.027	-0.005	-0.008
Si	9.53	6.798	13.584	-0.013	0.009	0
Si	12.262	9.534	13.593	-0.002	-0.008	-0.001
Si	9.532	12.245	13.574	0.006	-0.01	-0.013
Si	12.257	14.973	13.592	-0.015	-0.001	-0.013
Si	-2.701	16.308	14.977	0.007	0.002	0.009
Si	0.002	19.056	14.962	-0.004	-0.004	-0.01
Si	-2.702	5.47	14.963	-0.004	0.005	-0.013
Si	0.011	8.148	15.021	0.038	-0.031	-0.002
Si	13.606	10.906	14.967	-0.018	0.017	-0.012
Si	0.016	13.569	14.996	-0.012	-0.011	-0.011
Si	2.739	16.303	14.982	0.002	-0.004	-0.003
Si	5.438	19.001	14.986	0.036	-0.059	0.009
Si	2.661	5.463	14.966	-0.019	0.011	0.006
Si	5.393	8.185	14.914	0.014	0.004	-0.002
Si	2.703	10.875	14.973	0.002	-0.001	-0.003
Si	5.432	13.597	14.942	0.007	0.003	-0.011
Si	8.146	16.344	14.941	-0.022	0.038	0
Si	10.894	19.031	14.954	-0.025	0.024	-0.008
Si	8.163	5.422	14.92	0.005	-0.006	-0.006
Si	10.898	8.167	14.93	0.013	-0.001	-0.001
Si	8.169	10.888	14.923	0.004	-0.01	-0.011
Si	10.914	13.587	14.928	0.005	-0.006	-0.009
Si	-1.405	14.872	16.344	0.003	-0.026	-0.02
Si	1.328	17.648	16.297	-0.001	0.015	-0.023
Si	-1.281	4.177	16.324	0.034	0.024	-0.021
Si	1.334	6.768	16.453	-0.025	0	-0.014
Si	-1.356	9.556	16.316	-0.024	0.009	0.048
Si	1.425	12.262	16.379	0.051	0.03	-0.001
Si	4.132	14.964	16.351	-0.015	-0.019	-0.02
Si	6.807	17.652	16.396	0.018	-0.009	-0.022
Si	4.027	4.074	16.248	-0.036	0.012	0
Si	6.813	6.852	16.195	-0.009	-0.019	-0.025
Si	3.997	9.463	16.333	-0.017	-0.011	-0.012
Si	6.746	12.181	16.27	0.01	0.003	0.009
Si	9.527	14.953	16.213	0.008	-0.015	-0.035
Si	12.291	17.713	16.32	-0.012	0.008	0.03
Si	9.489	4.038	16.299	-0.014	0.015	-0.001
Si	12.204	6.78	16.311	-0.027	-0.038	-0.011
Si	9.603	9.595	16.266	0.01	0.017	-0.015
Si	12.277	12.284	16.356	0.007	0.005	-0.011
Si	-0.002	16.206	17.614	0.033	0.036	0.044
Si	2.643	19.059	17.624	-0.011	-0.011	0.018
Si	-0.019	5.443	17.909	-0.009	0.001	0.001
Si	2.691	8.127	17.817	0.028	0.006	-0.026
Si	0.02	10.914	17.687	-0.01	0.011	0.022
Si	2.86	13.596	17.762	-0.006	-0.035	-0.003
Si	5.459	16.283	17.79	0.006	-0.013	0.003
Si	8.189	19.014	17.745	0.01	0.016	-0.015
Si	5.437	5.474	17.478	0.039	-0.014	0.041
Si	8.213	8.22	17.502	-0.006	-0.016	-0.001
Si	5.374	10.8	17.642	0.038	0.008	0.013
Si	8.127	13.597	17.51	0.018	0.011	0.019
Si	10.908	16.27	17.569	-0.02	-0.003	0.041
Si	-2.641	19.164	17.617	-0.058	-0.032	0.049
Si	10.814	5.395	17.662	0.039	0.039	-0.022
Si	-2.768	8.189	17.61	0.02	0.022	0.028
Si	10.923	10.956	17.713	-0.009	-0.032	-0.018
Si	-2.73	13.579	17.849	-0.003	0.016	0.003
Si	-1.33	17.668	18.867	0.008	0.016	0.03
Si	1.374	20.294	19.247	0.002	0.003	0.106
Si	-1.506	6.91	19.117	-0.016	-0.048	0.059
Si	1.248	9.505	19.122	0.02	0.016	0.038
Si	-1.271	12.235	19.181	0.014	0.034	0.027
Si	1.458	14.988	19.05	0.01	-0.002	-0.005
Si	4.045	17.763	18.981	0.044	-0.046	0.05
Si	6.764	20.504	18.896	0.03	-0.012	-0.009
Si	4.168	6.709	19.028	-0.008	-0.019	0.09
Si	6.843	9.483	18.899	-0.018	-0.025	0.027
Si	4.176	12.146	19.165	-0.021	0.028	0.031
Si	6.85	14.812	19.06	-0.018	0.006	0.056
Si	9.594	17.56	18.998	-0.051	0.019	0.01
Si	12.228	20.408	19.03	-0.014	0.011	0.031
Si	7.712	5.923	20.172	0.002	-0.041	0.023
Si	12.31	9.59	19.04	-0.043	0.005	0.027
Si	9.465	12.337	18.943	0.018	0.035	0.025
Si	12.152	14.983	19.14	-0.005	-0.019	0.057
Si	-3.101	16.818	20.177	-0.234	0.126	-0.61
Si	8.987	16.227	25.223	-0.015	-0.007	-0.009
Si	-3.269	5.888	20.343	0.174	-0.1	-0.75
Si	-0.568	8.658	20.426	-0.039	-0.001	0.036
Si	-2.195	10.405	20.368	0.027	-0.04	0.06
Si	0.395	13.418	20.433	-0.22	0.088	-0.679
Si	2.349	16.819	20.281	-0.201	0.1	-0.619
Si	5.036	19.537	20.143	-0.01	0.035	0.063
Si	9.056	21.628	25.02	0.113	-0.02	-0.101
Si	6.033	7.639	20.151	0.118	-0.125	-0.601
Si	2.467	11.037	20.402	0.208	-0.117	-0.7
Si	6.094	12.957	20.38	0.098	-0.173	-0.579
Si	8.574	15.826	20.276	-0.028	0.051	0.031
Si	11.464	18.469	20.136	0.001	-0.014	-0.041
Si	9.455	6.859	18.921	0.036	0.019	0.013
Si	10.882	8.175	20.243	-0.084	0.089	-0.596
Si	7.824	11.209	20.172	0.004	-0.037	0.044
Si	10.242	14.122	20.307	-0.057	0.111	-0.631
Si	-3.157	19.181	26.841	-0.044	0.008	0.074
Si	3.072	15.964	23.298	-0.101	0.133	-0.095
Si	-1.658	19.691	24.415	0.019	-0.004	-0.069
Si	0.251	7.785	27.828	-0.07	0.036	0.005
Si	-3.012	10.987	22.477	0.403	-0.253	-0.485
Si	-1.206	12.367	24.764	-0.062	-0.095	-0.079
Si	0.201	14.728	23.318	-0.054	-0.007	-0.158
Si	5.992	19.012	22.183	-0.195	0.059	-0.649
Si	4.805	7.292	24.847	-0.027	-0.117	0.09
Si	9.242	9.848	31.315	-0.199	0.106	0.042
Si	-0.052	7.914	22.623	-0.274	0.224	-0.527
Si	4.915	13.432	23.236	0.004	-0.069	-0.024
Si	8.072	16.785	22.375	0.063	-0.534	-0.549
Si	10.791	12.478	22.793	-0.155	0.11	-0.087
Si	10.749	13.667	25.641	-0.067	0.06	-0.026
Si	8.961	10.14	21.941	-0.25	0.279	-0.625
Si	8.484	12.499	27.34	0.025	0.083	0.148
Si	1.279	20.414	24.593	0.097	0.058	0.051
Si	8.331	21.16	22.154	-0.254	0.371	-0.592
Si	4.037	17.423	32.179	-0.019	0.003	0.147
Si	8.943	12.702	31.845	-0.031	0.092	0.197
Si	-2.422	5.974	23.222	0.036	0.141	-0.086
Si	6.32	8.909	22.978	-0.002	0.004	-0.17
Si	4.703	3.58	0.168	0.085	-0.122	0.556
Si	-2.276	16.633	28.312	-0.055	0.026	-0.131
Si	10.682	18.902	25.006	-0.115	-0.015	-0.039
Si	-0.751	9.423	25.266	-0.026	-0.022	-0.094
Si	8.886	9.521	28.414	-0.011	0.102	-0.16
Si	8.187	17.313	32.695	0.215	-0.117	0.568
Si	6.041	15.19	32.91	0.127	-0.254	0.539
Si	-1.36	17.258	22.645	0.105	-0.022	-0.225
Si	6.026	19.673	32.565	-0.113	0.211	0.594
Si	4.986	14.089	28.464	0.076	-0.004	0.061
Si	-4.541	9.201	32.636	0.172	-0.069	0.575
Si	6.126	12.838	30.958	0.07	-0.023	0.114
Si	-2.297	7.472	32.382	-0.207	-0.247	0.673
Si	0.702	20.769	30.046	-0.037	0.11	0.119
Si	2.129	13.414	32.526	0.141	-0.075	0.174
Si	4.324	8.282	30.192	0.003	0.056	0.11
Si	7.224	21.238	27.271	0.071	-0.042	0.09
Si	9.462	20.295	29.271	-0.02	0.01	0.09
Si	2.897	15.432	30.34	0.008	-0.113	0.165
Si	-1.687	13.215	29.908	0.142	0.106	0.046
Si	2.181	22.982	31.808	0.107	-0.035	0.083
Si	3.744	9.88	25.866	0.05	0.012	0.01
Si	0.731	11.458	30.479	0.009	0.009	0.088
Si	5.564	12.432	26.077	-0.134	0.036	0.011
Si	7.746	15.373	27.978	0.122	-0.101	-0.056
Si	-3.212	11.995	32.287	0.149	-0.029	0.165
Si	10.605	7.686	26.422	0.04	-0.061	0.089
Si	-4.269	21.82	28.174	-0.124	-0.04	-0.061
Si	6.14	9.936	32.18	-0.013	0.089	0.645
Si	6.86	7.368	28.951	0.1	-0.011	0.107
Si	-3.591	8.586	24.393	0.105	0.009	-0.069
Si	-0.379	18.623	31.806	-0.016	-0.11	0.123
Si	0.437	18.308	20.305	0.216	0.079	-0.614
Si	-4.236	16.4	30.647	-0.046	0.081	0.115
Si	3.303	4.913	20.317	0.085	-0.167	-0.703
Si	2.543	6.383	23.011	0.015	-0.199	-0.143
Si	1.766	21.342	27.367	-0.068	0.014	-0.007
Si	4.556	20.922	26.358	-0.023	-0.08	-0.129
Si	3.692	18.731	24.335	0.082	-0.022	0.028
Si	3.791	10.692	23.068	0.016	-0.048	-0.085
Si	-2.806	13.992	27.027	0.076	0.081	0.001
Si	2.342	9.88	28.569	-0.024	-0.062	-0.021
Si	9.428	17.272	29.838	-0.168	0.015	0.033
Si	-1.672	22.565	29.674	0.039	0.064	0.006
Si	7.797	21.757	31.28	-0.015	-0.012	0.022
Si	10.417	18.951	22.104	0.432	-0.119	-0.521
Si	-3.247	18.615	32.457	0.005	0.084	0.125
Si	-0.185	15.994	30.186	-0.063	0.059	0.109
Si	0.248	9.093	32.536	0.049	0.337	0.682
Si	-1.36	17.66	8.157	-0.012	-0.016	0.003
Si	1.368	4.066	8.177	0.008	0.014	-0.007
Si	-1.367	6.8	8.163	0	-0.001	0.004
Si	1.343	9.529	8.166	-0.014	-0.027	0.003
Si	-1.372	12.272	8.147	-0.006	0.007	-0.004
Si	1.354	14.968	8.137	0.013	0.015	0.006
Si	4.08	17.656	8.153	-0.011	-0.016	0.004
Si	6.801	4.05	8.183	-0.02	-0.026	0.004
Si	4.086	6.805	8.195	0.025	0.026	0.002
Si	6.806	9.533	8.173	0.014	0.011	0.008
Si	4.063	12.24	8.157	-0.012	-0.024	-0.003
Si	6.81	14.956	8.149	0	0.013	-0.012
Si	9.545	17.668	8.161	0.007	0.03	0.001
Si	12.254	4.072	8.155	0.009	0.027	0.002
Si	9.513	6.791	8.178	-0.02	-0.029	-0.005
Si	12.237	9.55	8.16	0.014	0.015	-0.005
Si	9.525	12.247	8.142	0.001	-0.009	0.004
Si	12.242	14.952	8.148	-0.008	-0.015	0.007
Si	13.6	16.31	9.519	-0.004	0.005	0.009
Si	-0.001	2.705	9.526	0.006	0	0
Si	13.602	5.436	9.521	-0.001	-0.005	-0.002
Si	-0.007	8.16	9.517	0	0.002	-0.001
Si	13.602	10.903	9.515	0.005	-0.006	0.004
Si	-0.001	13.612	9.511	-0.01	-0.003	0.001
Si	2.713	16.311	9.517	0.004	0.002	0
Si	5.431	2.698	9.526	0.001	0.021	-0.003
Si	2.718	5.434	9.536	0	0	0.004
Si	5.447	8.168	9.539	-0.006	-0.012	0.003
Si	2.709	10.885	9.522	0.004	0.006	0.005
Si	5.437	13.601	9.506	0.012	-0.009	-0.007
Si	8.167	16.317	9.511	0.005	0.004	-0.007
Si	10.893	2.718	9.52	0.003	-0.019	-0.001
Si	8.154	5.43	9.535	-0.005	0.011	-0.003
Si	10.884	8.167	9.515	-0.009	0.002	-0.009
Si	8.171	10.892	9.52	-0.005	-0.006	0
Si	10.886	13.598	9.512	0.001	0.004	-0.001
Si	-1.348	14.967	10.885	-0.008	0.003	-0.001
Si	1.365	17.674	10.891	0.012	-0.002	0
Si	-1.363	4.072	10.882	0.001	0.013	0.001
Si	1.348	6.801	10.88	-0.008	0.009	-0.001
Si	-1.359	9.532	10.865	0.008	-0.008	-0.005
Si	1.347	12.24	10.88	0	-0.005	0.002
Si	4.069	14.946	10.874	-0.006	0.006	-0.001
Si	6.803	17.666	10.877	0.001	-0.004	-0.007
Si	4.077	4.066	10.886	0.012	-0.003	-0.001
Si	6.79	6.787	10.895	0.006	0.004	0.004
Si	4.073	9.53	10.882	0.004	-0.009	0.002
Si	6.802	12.253	10.872	-0.003	-0.006	0.001
Si	9.527	14.962	10.869	-0.003	-0.009	-0.002
Si	12.246	17.676	10.881	-0.001	0.016	0.001
Si	9.532	4.079	10.882	-0.007	0.004	-0.004
Si	12.252	6.809	10.878	0.01	-0.011	-0.002
Si	9.52	9.517	10.877	-0.002	0.009	0.002
Si	12.248	12.251	10.884	-0.008	-0.009	0.007
Si	0.01	16.321	12.26	0.01	0.012	0
Si	2.726	19.032	12.256	0.001	0.023	-0.002
Si	-0.013	5.443	12.239	0.002	-0.01	0.01
Si	2.703	8.169	12.234	0.006	-0.001	0.005
Si	-0.002	10.868	12.243	-0.026	-0.022	-0.011
Si	2.703	13.596	12.245	-0.006	-0.026	0
Si	5.435	16.305	12.227	0.005	-0.006	0
Si	8.16	19.039	12.228	0	0	0.001
Si	5.421	5.425	12.255	-0.018	-0.017	0.004
Si	8.154	8.154	12.236	-0.012	-0.024	-0.002
Si	5.436	10.898	12.229	0.025	0.025	-0.002
Si	8.167	13.613	12.23	0.008	0.018	-0.006
Si	10.882	16.319	12.235	-0.005	0.006	-0.009
Si	13.602	19.032	12.248	-0.018	-0.024	-0.003
Si	10.9	5.442	12.237	0.003	0.024	0.003
Si	13.617	8.177	12.233	0.015	0.03	-0.011
Si	10.887	10.876	12.229	-0.01	-0.023	0.004
Si	13.619	13.608	12.244	0.022	0.007	0.005
O	15.567	15.756	0.096	-0.351	0.182	-0.322
O	1.735	11.212	29.24	0.235	0.459	-0.322
O	3.674	14.789	29.08	-0.268	-0.004	-0.562
O	10.258	13.725	21.91	-0.289	0.357	0.233
O	2.879	16.607	21.824	0.016	0.211	-0.074
O	11.422	8.556	25.33	-0.314	0.514	-0.293
O	5.922	13.357	21.97	0.136	-0.001	0.159
O	-2.75	5.333	21.777	0.141	-0.747	0.285
O	11.912	7.002	20.793	-0.182	0.118	0.145
O	-0.015	14.244	21.779	-0.469	0.011	0.168
O	0.254	19.107	33.216	0.034	0.168	-0.142
O	6.484	20.816	31.497	-0.421	0.086	-0.376
O	4.247	8.333	25.97	-0.193	-0.292	0.572
O	1.448	12.238	20.887	-0.035	-0.019	0.209
O	4.959	10.938	26.009	0.385	-0.215	-0.091
O	5.344	10.209	23.061	0.32	0.121	0.243
O	6.611	17.506	22.276	-0.479	-0.433	0.153
O	10.039	9.014	21.396	0.043	0.057	0.144
O	1.705	15.195	23.678	-0.079	-0.362	0.364
O	8.177	22.402	32.71	0.024	0.557	-0.009
O	9.69	11.404	31.275	0.496	-0.062	-0.29
O	3.129	22.454	33.005	0.177	0.068	-0.395
O	7.713	21.131	25.751	-0.425	-0.192	-0.423
O	5.678	13.118	24.619	0.31	-0.036	-0.05
O	-2.064	18.394	23.547	-0.391	-0.142	0.194
O	-3.202	22.32	29.266	-0.181	0.096	0.344
O	-4.409	18.622	25.997	-0.135	-0.481	-0.051
O	8.357	12.272	33.29	-0.128	-0.385	-0.09
O	3.143	7.328	30.71	-0.196	-0.068	-0.599
O	9.922	13.971	31.964	-0.077	0.484	-0.375
O	4.129	19.502	25.695	-0.091	-0.26	0.397
O	7.244	18.628	32.873	-0.024	0.188	0.493
O	-1.336	8.785	32.353	-0.254	0.43	-0.051
O	-4.381	13.803	26.72	-0.254	0.076	0.367
O	7.159	6.482	27.648	0.077	0.253	-0.331
O	3.13	12.42	33.329	0.292	0.141	-0.239
O	3.501	17.119	24.366	0.155	-0.328	0.278
O	2.242	19.308	23.928	-0.483	-0.224	-0.415
O	7.414	8.85	28.597	-0.433	0.206	0.061
O	2.771	17.657	33.152	-0.522	0.239	-0.252
O	3.066	5.361	21.88	0.206	-0.241	0.299
O	8.991	20.808	30.733	0.263	-0.288	0.485
O	1.114	14.182	33.518	-0.245	-0.044	-0.377
O	8.769	11.121	28.151	0.079	0.021	0.178
O	-4.178	19.709	33.207	-0.027	0.224	-0.384
O	-3.441	7.123	23.713	-0.367	-0.263	-0.002
O	-0.756	16.031	23.525	-0.179	0.107	0.303
O	9.753	8.744	27.299	0.141	0.22	-0.198
O	-0.389	17.023	31.449	-0.33	-0.159	0.331
O	1.285	8.663	28.701	-0.21	-0.063	0.637
O	5.807	8.059	21.71	-0.357	-0.002	0.215
O	12.107	11.97	22.01	-0.052	0.26	-0.546
O	4.814	18.814	31.911	-0.312	0.257	-0.608
O	-0.947	6.644	23.132	0.123	-0.358	0.418
O	-0.927	14.56	30.422	0.246	0.152	0.374
O	-1.031	7.448	28.772	-0.292	0.286	0.14
O	9.085	17.558	31.387	0.373	0.233	-0.028
O	10.112	21.217	33.985	-0.074	-0.08	-0.191
O	-4.112	17.868	31.32	-0.405	0.206	-0.249
O	-0.103	9.013	23.827	0.192	0.286	0.084
O	-2.551	21.027	24.212	-0.433	0.044	0.263
O	5.582	14.064	31.849	-0.534	0.013	-0.015
O	1.84	5.556	24.205	-0.158	0.261	0.245
O	9.579	17.74	25.284	-0.239	0.274	0.327
O	10.723	16.322	29.798	0.016	-0.462	-0.238
O	1.139	7.746	32.398	-0.24	-0.301	0.123
O	1.463	7.397	22.384	0.447	0.281	-0.265
O	-0.653	11.972	29.848	-0.002	-0.211	-0.528
O	-0.12	13.447	24.247	0.216	-0.137	0.458
O	5.489	12.929	29.486	-0.35	-0.55	-0.188
O	8.19	16.024	23.814	-0.28	-0.297	0.183
O	-4.161	15.292	31.81	0.59	0.142	-0.102
O	-3.074	16.081	29.601	0.244	-0.284	0.003
O	-1.884	11.82	33.2	0.233	0.075	-0.386
O	5.758	20.581	27.378	-0.03	-0.253	0.232
O	-3.779	7.953	31.9	-0.476	-0.342	-0.79
O	9.629	12.669	26.225	-0.03	-0.201	-0.102
O	2.659	10.159	27.015	-0.1	0.139	-0.289
O	-2.308	8.98	25.287	-0.001	0.148	0.569
O	2.949	14.494	31.661	0.367	0.163	0.044
O	7.991	15.939	26.471	-0.463	0.124	-0.084
O	10.187	15.146	25.317	0.449	0.105	-0.178
O	-3.525	20.659	27.345	0.419	0.257	-0.145
O	0.638	10.097	31.337	0.053	-0.035	-0.133
O	9.718	11.261	22.852	-0.045	-0.152	0.454
O	4.271	14.897	23.273	0.395	0.244	-0.146
O	-0.726	21.276	29.479	-0.353	-0.581	-0.23
O	-2.834	18.11	28	-0.225	0.216	0.438
O	3.747	7.245	23.624	-0.044	0.398	-0.436
O	-0.18	18.025	21.816	0.003	0.235	0.237
O	-4.682	6.796	27.299	0.366	0.244	-0.096
O	7.539	22.974	30.246	0.155	0.026	0.234
O	7.724	13.03	30.851	0.136	0.304	-0.495
O	9.8	18.719	29.218	0.214	0.068	-0.202
O	8.682	5.68	23.494	-0.115	0.788	0.155
O	8.231	20.484	28.255	-0.123	-0.393	0.182
O	6.17	7.951	24.272	0.355	-0.203	0.316
O	7.376	15.939	32.36	0.307	-0.207	-0.258
O	5.277	7.436	29.211	-0.456	-0.474	-0.109
O	-2.458	15.589	27.077	0.238	0.352	-0.355
O	3.76	12.311	23.061	-0.729	0.224	0.123
O	-0.171	20.123	24.001	0.009	-0.155	-0.277
O	-1.809	19.276	25.959	0.551	-0.246	0.514
O	7.697	9.66	31.775	0.008	-0.398	0.177
O	7.859	9.373	22.865	0.107	-0.133	0.482
O	1.265	12.581	31.477	-0.097	0.205	-0.198
O	-2.852	12.759	30.925	-0.549	-0.043	-0.088
O	0.949	6.409	27.359	-0.288	-0.097	-0.415
O	10.097	20.399	25.211	0.078	0.039	0.212
O	4.657	13.361	27.056	-0.597	0.165	-0.201
O	-2.073	11.829	23.5	0.199	0.046	-0.051
O	11.257	18.891	23.488	0.481	-0.191	0.111
O	-2.365	13.386	28.455	0.069	-0.405	0.023
O	7.051	12.324	26.65	0.088	-0.194	-0.063
O	3.693	9.508	29.363	0.346	0.329	0.179
O	-3.911	10.57	32.023	-0.131	-0.065	-0.234
O	-2.74	17.531	33.532	-0.209	-0.298	-0.22
O	9.194	17.936	22.374	0.17	0.106	0.359
O	-2.505	16.606	21.696	0.082	-0.464	0.46
O	3.014	10.235	21.727	0.025	-0.638	0.002
O	-4.246	12.946	33.098	-0.173	-0.079	0.302
O	-2.062	13.179	25.856	0.04	0.111	0.005
O	4.933	16.364	33.015	-0.221	-0.054	0.134
O	8.463	13.911	28.168	0.28	-0.076	0.516
O	-0.821	15.908	34.289	-0.196	-0.15	-0.581
O	9.727	20.395	21.798	0.478	0.26	-0.35
O	-1.678	22.803	31.275	0.443	-0.532	0.126
O	3.328	21.61	27.123	0.199	0.452	0.17
O	-3.694	9.711	23.232	-0.28	-0.074	0.105
O	4.815	19.133	23.269	-0.176	0.43	-0.103
O	1.373	15.698	29.933	0.068	-0.055	-0.475
O	9.613	6.651	25.697	-0.079	0.015	0.173
O	-0.096	8.641	26.508	0	0.16	-0.148
O	8.278	16.485	29.027	-0.376	0.07	0.292
O	6.159	15.186	28.241	-0.199	0.458	-0.071
O	1.336	21.784	31.138	0.013	0.014	0.006
O	7.155	20.096	22.531	-0.142	0.06	0.534
O	10.733	21.181	28.842	0.005	0.158	0.087
O	5.751	11.422	31.634	-0.256	0.202	-0.1
O	-0.738	16.673	28.814	0.445	0.344	-0.474
O	11.227	12.981	24.257	0.541	0.082	0.135
O	-1.905	19.217	31.776	-0.181	0.664	-0.097
O	0.515	19.307	30.664	0.13	-0.165	-0.143
O	1.681	20.611	28.79	0.421	-0.653	0.162
O	10.194	9.076	32.347	-0.183	-0.345	0.362
O	-0.571	11.03	25.44	0.298	0.11	0.418
O	5.202	8.85	31.425	-0.145	-0.147	0.398
O	3.603	16.83	30.75	0.268	0.369	-0.4
O	5.048	22.094	25.336	0.168	-0.099	-0.35
O	3.074	10.119	24.401	-0.582	-0.052	-0.089
O	1.211	20.361	26.205	-0.282	-0.577	0.375
O	9.581	9.276	29.849	0.342	-0.518	-0.178

Results
total energy: -105164.172 eV
total energy less fixed offsets of O -438.35, Si -107.03 eV per atom: -4.172 eV
